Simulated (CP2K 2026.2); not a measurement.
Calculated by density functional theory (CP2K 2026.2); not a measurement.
Periodic cell of 504 atoms, Si360O144, from a study of silicon, its oxide and their interface. The atomic structure is a simulated model.
Doubt: the forces sum to 1.35 eV/angstrom along one axis rather than to zero, so they err by at least 0.0027 eV/angstrom per atom on average; the grid cutoff is modest.

Settings
functional: PBE
method: Gaussian and plane waves
basis set: DZVP-MOLOPT-SR-GTH
pseudopotentials: GTH-PBE
grid cutoff: 350 Ry, relative cutoff 50 Ry
k points: Gamma only
occupations: fixed
spin: none
net charge: 0

Cell vectors (angstrom)
a	16.32	0	0
b	0	16.32	0
c	-2.6492	3.4083	33.2427

Atoms and the computed forces on them: element, x, y, z (angstrom), force x, y, z (eV/angstrom)
Si	1.633	14.709	0.124	-0.147	0.141	0.765
Si	3.875	1.521	0.147	0.293	-0.216	0.669
Si	1.67	3.808	0.192	-0.261	0.237	0.714
Si	4.087	6.754	0.464	0.102	-0.007	0.504
Si	-0.803	12.356	33.229	-0.261	0.302	0.671
Si	3.813	12.45	0.077	0.15	-0.165	0.738
Si	6.916	14.787	0.153	-0.123	0.247	0.73
Si	6.903	4.943	33.124	-0.115	-0.104	0.758
Si	3.573	7.985	33.186	0.207	-0.172	0.781
Si	6.543	10.522	33.184	0.129	-0.211	0.741
Si	7.016	9.382	0.036	-0.207	0.108	0.712
Si	6.583	16.041	33.197	0.215	-0.339	0.688
Si	12.599	14.673	0.03	-0.29	0.243	0.771
Si	14.725	1.519	0.161	0.216	-0.07	0.71
Si	9.902	7.195	33.233	-0.125	0.209	0.731
Si	12.055	10.515	33.205	0.146	-0.228	0.704
Si	12.367	9.254	0.044	-0.108	0.176	0.698
Si	14.788	12.417	0.23	0.11	-0.136	0.697
Si	2.732	16.282	1.461	-0.005	-0.013	-0.047
Si	5.432	2.795	1.337	0.022	0.004	-0.042
Si	2.669	5.368	1.616	0.001	-0.013	-0.051
Si	5.52	8.245	1.485	0.029	0.011	-0.04
Si	2.723	10.771	1.303	-0.026	0.003	-0.044
Si	5.392	13.576	1.431	-0.003	0.002	-0.045
Si	8.177	16.441	1.255	0.012	0.009	-0.064
Si	10.918	2.745	1.331	0.002	0.011	-0.074
Si	8.038	5.498	1.206	0.002	-0.027	-0.065
Si	10.819	8.113	1.352	-0.008	-0.005	-0.053
Si	8.205	10.942	1.299	0.007	0.04	-0.058
Si	10.887	13.645	1.279	0.017	-0.005	-0.039
Si	13.581	16.285	1.438	0.001	-0.001	-0.032
Si	0.016	2.687	1.416	0.008	0	-0.045
Si	13.632	5.441	1.265	0.01	0.01	-0.058
Si	0.032	8.134	1.279	-0.003	0.01	-0.044
Si	13.533	10.832	1.372	0.011	-0.001	-0.046
Si	0.042	13.596	1.458	0.013	0.009	-0.037
Si	1.334	1.308	2.79	-0.013	-0.018	0.03
Si	4.084	4.003	2.854	0.011	-0.013	0.036
Si	1.27	6.796	2.791	-0.008	0.012	0.03
Si	4.106	9.572	2.775	0.004	0.033	0.035
Si	1.371	12.141	2.722	0.027	-0.009	0.043
Si	4.107	14.961	2.807	0.012	0.008	0.025
Si	6.831	1.437	2.664	-0.034	-0.024	0.016
Si	9.468	4.13	2.583	-0.005	0.035	0.029
Si	6.844	6.813	2.768	-0.012	-0.009	0.033
Si	9.538	9.564	2.695	-0.009	-0.007	0.015
Si	6.8	12.216	2.72	-0.011	-0.029	0.029
Si	9.536	15.043	2.638	-0.01	0.009	0.023
Si	12.199	1.346	2.742	-0.014	0.003	0.02
Si	14.979	4.118	2.705	-0.003	0.002	0.018
Si	12.215	6.739	2.664	0.005	-0.01	0.017
Si	14.995	9.513	2.674	-0.001	-0.004	0.039
Si	12.179	12.232	2.694	-0.007	0.003	0.026
Si	14.992	14.971	2.785	0.018	0.014	0.034
Si	-0.01	16.309	4.166	0.01	-0.006	0.027
Si	2.703	2.657	4.157	-0.006	0.007	0.011
Si	-0.045	5.436	4.149	0.005	-0.022	0.018
Si	2.709	8.169	4.078	-0.004	0.008	-0.014
Si	-0.013	10.853	4.1	-0.018	0.013	0.011
Si	2.724	13.552	4.088	-0.022	-0.013	-0.022
Si	5.487	16.368	4.071	-0.011	0.029	-0.005
Si	8.179	2.768	4.037	0.017	0.012	-0.012
Si	5.455	5.444	4.113	0.015	0.002	-0.023
Si	8.198	8.191	4.086	-0.003	0.012	0.005
Si	5.461	10.902	4.136	0.01	-0.018	0.023
Si	8.177	13.638	4.011	0.012	0.005	-0.028
Si	10.854	16.326	4.099	-0.006	0.003	0.018
Si	13.596	2.733	4.046	0.008	-0.006	-0.009
Si	10.84	5.425	4.028	-0.008	-0.011	0.006
Si	13.601	8.129	4.008	0.006	0	-0.016
Si	10.871	10.891	4.092	0.001	-0.012	0.023
Si	13.577	13.583	4.055	-0.009	-0.003	-0.009
Si	1.379	14.972	16.344	0.001	0.01	-0.007
Si	4.067	17.654	16.345	-0.008	-0.016	-0.003
Si	1.365	4.094	16.336	-0.007	0.003	0
Si	4.064	6.795	16.331	0.007	-0.011	0.001
Si	1.389	9.537	16.351	0.014	0.01	-0.003
Si	4.079	12.233	16.364	-0.005	-0.018	0.004
Si	6.789	14.962	16.341	0.005	0.007	-0.002
Si	9.509	17.636	16.282	-0.011	-0.007	-0.014
Si	6.784	4.089	16.306	0.005	-0.003	-0.005
Si	9.499	6.766	16.29	-0.012	-0.007	-0.008
Si	6.781	9.529	16.307	0.004	-0.008	-0.007
Si	9.479	12.223	16.287	-0.005	-0.002	-0.011
Si	12.255	14.988	16.303	0.012	0.012	0.002
Si	14.958	17.689	16.321	-0.004	-0.001	-0.007
Si	12.255	4.079	16.298	0.003	0.012	-0.005
Si	14.976	6.789	16.305	-0.016	0.01	-0.001
Si	12.265	9.545	16.275	0.004	0.015	-0.006
Si	14.981	12.24	16.324	-0.005	0.005	-0.003
Si	2.715	16.315	17.755	-0.008	0.006	0.013
Si	5.437	2.716	17.655	-0.005	0.002	-0.003
Si	2.71	5.452	17.721	-0.002	0.015	0.013
Si	5.433	8.163	17.663	0.009	0.021	-0.011
Si	2.733	10.886	17.769	-0.003	-0.001	0.014
Si	5.438	13.604	17.715	0.009	0.008	0.006
Si	8.164	16.309	17.701	0.014	0.007	0.014
Si	10.871	2.686	17.59	-0.005	-0.015	-0.026
Si	8.139	5.424	17.692	0.012	0.002	0.027
Si	10.881	8.165	17.555	-0.003	0.008	-0.029
Si	8.124	10.878	17.684	0.004	0	0.009
Si	10.842	13.617	17.576	-0.015	-0.007	-0.025
Si	13.608	16.344	17.701	-0.012	-0.007	0.022
Si	-0.005	2.732	17.677	0.004	0.007	-0.012
Si	13.633	5.421	17.67	-0.004	-0.017	0.024
Si	0.017	8.152	17.659	0.004	0	-0.008
Si	13.619	10.883	17.678	-0.003	-0.004	0.015
Si	0.032	13.593	17.683	-0.006	-0.011	-0.012
Si	1.339	17.73	19.074	-0.02	0.012	-0.025
Si	4.091	4.058	19.031	0.004	-0.02	-0.019
Si	1.321	6.811	19.085	-0.013	0.01	-0.003
Si	4.102	9.468	19.094	0.013	-0.025	-0.009
Si	1.369	12.286	19.126	-0.007	0.014	-0.034
Si	4.085	14.936	19.117	0	-0.014	-0.024
Si	6.813	17.722	19.028	-0.001	0.027	-0.022
Si	9.508	3.976	18.968	-0.022	-0.019	-0.036
Si	6.79	6.838	19.038	-0.006	0.021	-0.02
Si	9.524	9.461	18.938	0.01	-0.009	-0.022
Si	6.788	12.247	19.088	-0.007	0.015	-0.009
Si	9.526	14.898	19.028	0.013	-0.02	-0.016
Si	12.193	17.717	19.018	-0.002	0.015	-0.02
Si	-1.348	4.053	19.082	0.014	-0.018	-0.018
Si	12.238	6.845	18.905	0	0.021	-0.028
Si	-1.303	9.515	19.027	0.008	0.001	-0.024
Si	12.184	12.289	18.917	-0.006	0.003	-0.026
Si	-1.31	14.967	19.02	0.005	0.009	-0.026
Si	0.009	16.339	20.435	0.009	-0.007	0.043
Si	2.707	2.773	20.445	0.007	0.009	0.05
Si	-0.004	5.422	20.476	-0.008	0.009	0.041
Si	2.695	8.139	20.472	0.002	0.018	0.055
Si	0.022	10.88	20.454	0.006	-0.001	0.041
Si	2.741	13.598	20.569	-0.002	-0.014	0.049
Si	5.472	16.367	20.376	0.002	-0.007	0.04
Si	8.168	2.705	20.466	0.021	0.003	0.06
Si	5.437	5.44	20.36	0.004	0.012	0.036
Si	8.226	8.149	20.394	-0.01	-0.014	0.039
Si	5.455	10.848	20.451	0.001	-0.008	0.036
Si	8.207	13.552	20.467	-0.004	-0.014	0.049
Si	10.859	16.307	20.347	0.007	0.001	0.062
Si	13.54	2.726	20.425	-0.004	-0.002	0.039
Si	10.887	5.416	20.148	-0.014	0.006	0.06
Si	13.611	8.137	20.306	-0.007	-0.01	0.04
Si	10.857	10.868	20.22	-0.017	0.006	0.05
Si	13.532	13.644	20.266	0.003	0.004	0.054
Si	1.693	15.352	21.785	-0.227	-0.299	-0.708
Si	3.968	17.585	21.713	0.199	0.194	-0.731
Si	1.559	4.298	21.858	-0.146	-0.178	-0.696
Si	3.829	6.485	21.717	0.03	0.146	-0.742
Si	1.58	9.734	21.828	-0.152	-0.162	-0.727
Si	3.872	11.926	21.839	0.117	0.204	-0.748
Si	6.982	15.152	21.676	-0.071	-0.163	-0.728
Si	9.246	17.322	21.713	0.115	0.206	-0.741
Si	7.042	4.378	21.706	-0.087	-0.205	-0.731
Si	9.388	6.461	21.569	-0.001	0.233	-0.665
Si	7.123	9.748	21.709	-0.139	-0.094	-0.69
Si	9.409	11.918	21.722	0.043	0.237	-0.699
Si	12.442	15.202	21.67	-0.093	-0.137	-0.74
Si	-1.658	17.431	21.705	0.153	0.105	-0.696
Si	12.402	4.431	21.604	0.015	-0.242	-0.696
Si	-1.63	6.595	21.701	0.198	0.098	-0.702
Si	12.432	9.744	21.497	-0.125	-0.182	-0.733
Si	-1.711	12.033	21.532	0.232	0.094	-0.689
Si	0.061	2.483	24.001	-0.016	0.025	-0.089
Si	1.806	6.583	26.021	0.043	0.151	-0.049
Si	11.929	8.631	26.317	-0.048	-0.015	-0.091
Si	9.182	9.547	25.62	0.107	-0.051	0.002
Si	8.359	13.06	30.451	-0.06	-0.033	0.04
Si	12.161	10.063	30.221	0.028	0.05	0.086
Si	11.311	13.29	23.891	0.073	-0.065	-0.17
Si	2.445	13.996	31.142	-0.012	0.017	0.112
Si	5.42	10.594	27.912	-0.064	-0.011	-0.004
Si	8.643	3.288	30.97	-0.025	0.093	0.046
Si	0.279	10.463	28.381	-0.011	-0.072	-0.054
Si	10.186	17.653	24.693	-0.06	0.006	-0.195
Si	9.928	13.694	26.708	0.042	-0.085	-0.039
Si	6.698	19.176	28.788	-0.082	0.072	-0.036
Si	-1.533	9.895	25.898	0.042	-0.071	0.011
Si	12.535	16.551	26.011	-0.017	0.197	0.059
Si	14.306	12.438	24.362	-0.145	0.123	-0.022
Si	3.755	4.249	26.362	0.119	-0.017	0.075
Si	-1.542	14.163	28.776	-0.174	-0.086	0.029
Si	9.281	5.019	25.993	0.057	-0.096	-0.006
Si	11.517	17.148	28.832	0.089	0.016	-0.077
Si	12.852	15.314	30.588	-0.077	-0.029	0.035
Si	5.527	13.529	24.006	-0.018	-0.075	-0.1
Si	2.787	11.677	27.158	0.14	-0.047	-0.031
Si	9.074	15.465	28.749	-0.073	-0.06	0.046
Si	5.421	2.925	24.017	-0.047	0.008	-0.144
Si	3.411	14.519	26.099	-0.048	-0.044	-0.038
Si	3.714	9.118	26.04	-0.037	0.023	0.032
Si	0.047	7.989	24.018	-0.04	0.083	-0.147
Si	9.62	8.107	30.259	0.039	-0.071	0.17
Si	-2.345	3.734	31.304	-0.014	0.032	0.172
Si	1.106	16.049	24.617	0.084	-0.052	-0.114
Si	0.019	7.521	28.324	-0.046	0.007	0.068
Si	5.825	5.73	28.31	-0.122	-0.151	-0.007
Si	-1.436	6.562	30.697	-0.065	0.045	0.028
Si	11.596	3.997	24.497	0.027	0.001	-0.159
Si	7.531	12.011	25.964	-0.103	0.042	-0.022
Si	12.687	3.587	28.559	-0.035	-0.01	-0.049
Si	7.706	18.647	25.873	0.023	0.137	0.033
Si	2.973	3.661	31.242	-0.113	0.014	0.11
Si	10.844	8.132	23.694	0.016	-0.011	-0.141
Si	-1.413	14.878	25.934	0.027	-0.071	-0.057
Si	7.345	7.321	26.163	-0.017	-0.026	-0.083
Si	13.421	7.909	28.631	-0.004	-0.07	0.057
Si	6.598	15.234	30.216	-0.036	-0.02	0.044
Si	3.774	15.597	28.942	0.033	0.002	0.023
Si	3.599	18.627	28.677	0.081	0.029	-0.009
Si	10.208	5.241	28.987	-0.005	-0.048	0.08
Si	-0.007	12.398	30.474	-0.134	0.031	0.214
Si	14.017	3.057	25.832	0.083	-0.066	-0.02
Si	4.881	6.192	31.19	0.025	0.006	0.077
Si	12.074	12.945	28.905	0.111	0.049	0.026
Si	7.465	10.166	30.187	-0.002	0.104	0.125
Si	5.437	8.16	23.88	0.063	0.027	-0.161
Si	1.367	14.92	5.46	0.001	-0.016	0.009
Si	4.101	1.332	5.48	-0.007	-0.012	0.008
Si	1.349	4.069	5.466	0.01	0	0.019
Si	4.072	6.805	5.441	-0.009	0.005	0.022
Si	1.357	9.512	5.458	0.009	-0.007	0.002
Si	4.092	12.25	5.478	0.006	0.005	0.007
Si	6.83	14.981	5.414	0.004	-0.006	0.006
Si	9.506	1.389	5.428	-0.01	0	0.016
Si	6.824	4.09	5.447	-0.003	-0.011	0
Si	9.544	6.811	5.428	0	0.001	0.006
Si	6.814	9.515	5.457	-0.006	-0.001	0.012
Si	9.506	12.268	5.417	-0.009	0.007	0.005
Si	12.232	14.954	5.43	0.013	-0.005	-0.008
Si	14.938	1.384	5.454	-0.003	0.009	0.007
Si	12.211	4.073	5.405	-0.008	0.01	-0.001
Si	14.913	6.806	5.46	-0.016	0.01	0.003
Si	12.258	9.508	5.4	0.017	-0.001	-0.001
Si	14.939	12.231	5.43	0.002	0.008	0.013
Si	2.731	16.286	6.818	0.018	-0.002	-0.001
Si	5.455	2.727	6.806	-0.007	-0.002	0
Si	2.718	5.441	6.805	0	-0.004	0.003
Si	5.437	8.159	6.804	0.01	0.002	-0.005
Si	2.719	10.878	6.814	0.001	0.004	-0.001
Si	5.461	13.629	6.797	-0.006	-0.001	0.001
Si	8.164	16.337	6.796	0.003	0.006	-0.004
Si	10.876	2.724	6.795	0.01	-0.011	0.001
Si	8.178	5.455	6.799	0.002	0.011	-0.003
Si	10.902	8.164	6.788	0.006	-0.01	-0.006
Si	8.164	10.899	6.796	-0.006	-0.002	0.001
Si	10.875	13.6	6.795	0.001	0.003	-0.002
Si	13.585	16.321	6.796	-0.006	0.001	0.005
Si	-0.014	2.721	6.823	-0.006	0.004	0.002
Si	13.558	5.435	6.797	-0.001	-0.004	0
Si	-0.014	8.154	6.807	0	-0.008	0.003
Si	13.595	10.864	6.791	-0.003	0	-0.007
Si	-0.016	13.581	6.805	-0.005	0	-0.002
Si	1.361	1.348	8.157	0	0.004	-0.007
Si	4.085	4.082	8.161	0.003	0	-0.002
Si	1.352	6.797	8.162	0.003	0	-0.002
Si	4.082	9.519	8.167	-0.004	-0.012	-0.003
Si	1.352	12.234	8.168	0	0.009	-0.003
Si	4.095	14.954	8.181	-0.008	-0.002	0.005
Si	6.801	1.362	8.167	-0.002	-0.006	0
Si	9.525	4.087	8.161	0.002	-0.003	-0.005
Si	6.803	6.801	8.159	-0.007	-0.005	-0.005
Si	9.531	9.528	8.144	0.006	0.001	-0.012
Si	6.804	12.252	8.158	0.004	0.001	-0.004
Si	9.523	14.968	8.154	-0.001	0.003	-0.002
Si	12.23	1.36	8.158	-0.005	0.005	-0.002
Si	14.939	4.088	8.162	-0.002	-0.01	-0.004
Si	12.231	6.803	8.171	0.001	0.009	-0.002
Si	14.957	9.521	8.165	-0.005	0.004	-0.004
Si	12.235	12.232	8.15	0.005	-0.001	-0.006
Si	14.954	14.96	8.154	0.003	-0.006	-0.006
Si	0	16.313	9.518	0	-0.003	-0.002
Si	2.721	2.716	9.515	0.006	-0.004	-0.001
Si	-0.009	5.439	9.521	-0.007	0.005	-0.002
Si	2.717	8.158	9.52	-0.004	0.001	-0.001
Si	-0.004	10.878	9.528	0.003	-0.008	-0.004
Si	2.719	13.594	9.523	0.006	-0.008	0.002
Si	5.443	16.326	9.531	-0.006	0.005	0.003
Si	8.162	2.724	9.52	0.002	-0.001	-0.003
Si	5.444	5.441	9.521	0.001	0.001	0.004
Si	8.165	8.169	9.509	-0.003	0.001	-0.008
Si	5.442	10.887	9.516	-0.008	0.01	-0.002
Si	8.164	13.608	9.519	-0.002	0.002	-0.003
Si	10.877	16.321	9.521	0.005	0	-0.002
Si	13.594	2.717	9.52	0	-0.001	-0.004
Si	10.875	5.444	9.528	0	0.004	-0.003
Si	13.6	8.16	9.525	0.008	-0.01	0.002
Si	10.882	10.879	9.519	-0.001	-0.005	-0.005
Si	13.597	13.595	9.512	-0.003	0.002	0.002
Si	1.362	14.959	10.883	0.007	0	-0.001
Si	4.075	1.36	10.886	0.004	-0.002	0.003
Si	1.359	4.078	10.874	-0.006	0	-0.002
Si	4.079	6.798	10.878	-0.001	-0.003	0.001
Si	1.362	9.521	10.881	0	0	0.006
Si	4.077	12.236	10.88	-0.013	-0.002	0.001
Si	6.802	14.963	10.883	-0.003	-0.004	0.002
Si	9.515	1.358	10.879	0.003	-0.001	-0.001
Si	6.798	4.079	10.883	-0.003	-0.003	0.002
Si	9.512	6.803	10.881	0.002	-0.005	-0.002
Si	6.803	9.526	10.872	0.005	-0.001	-0.003
Si	9.519	12.238	10.876	0.005	-0.003	0
Si	12.242	14.959	10.874	-0.005	0.003	-0.004
Si	14.963	1.357	10.874	-0.004	0.004	-0.002
Si	12.239	4.082	10.879	-0.001	0.003	-0.001
Si	14.962	6.802	10.883	-0.002	0.009	0.005
Si	12.243	9.524	10.884	0.001	-0.003	-0.002
Si	14.96	12.243	10.884	0.001	0.003	0
Si	2.719	16.318	12.251	-0.003	0.002	0.005
Si	5.434	2.72	12.242	-0.004	-0.004	0.001
Si	2.72	5.437	12.24	0.002	0.003	0.004
Si	5.437	8.167	12.23	0	0.003	-0.002
Si	2.718	10.882	12.245	0.008	-0.005	0.001
Si	5.433	13.603	12.233	-0.003	-0.005	-0.004
Si	8.156	16.322	12.245	0.003	0.003	0.004
Si	10.878	2.719	12.229	0.001	0	-0.001
Si	8.154	5.441	12.244	-0.002	0.005	0.003
Si	10.878	8.16	12.234	-0.001	-0.002	0
Si	8.156	10.882	12.242	-0.003	0.005	0.004
Si	10.881	13.599	12.23	0.001	0	-0.002
Si	13.608	16.315	12.235	-0.002	-0.002	0
Si	0.005	2.714	12.235	0.001	-0.002	0.004
Si	13.603	5.438	12.239	0.002	-0.002	0.001
Si	0.007	8.16	12.239	0.001	-0.001	-0.001
Si	13.606	10.883	12.248	-0.006	-0.003	0.004
Si	0.007	13.599	12.245	-0.004	0.003	0.003
Si	1.359	17.681	13.611	-0.002	0.002	0.009
Si	4.07	4.071	13.606	0.002	-0.003	0.003
Si	1.37	6.808	13.601	-0.006	0.003	0.001
Si	4.079	9.522	13.598	-0.008	0.004	0.001
Si	1.368	12.245	13.613	0.006	-0.008	0.003
Si	4.08	14.952	13.609	0.008	-0.007	-0.001
Si	6.787	17.677	13.604	-0.003	0.002	0.005
Si	9.517	4.067	13.593	0.004	-0.001	0.002
Si	6.784	6.803	13.593	0.002	0	0.001
Si	9.517	9.514	13.595	0.005	-0.004	0.006
Si	6.782	12.243	13.593	-0.005	0.008	0.001
Si	9.515	14.948	13.591	0.008	-0.003	0.002
Si	12.245	17.683	13.58	-0.002	-0.002	-0.003
Si	14.971	4.079	13.591	-0.011	0.007	0.002
Si	12.24	6.801	13.592	-0.004	0.002	-0.002
Si	14.978	9.521	13.602	0.006	-0.005	0.002
Si	12.245	12.255	13.598	-0.01	0.003	-0.001
Si	14.972	14.962	13.604	-0.004	0.008	0.004
Si	0.006	16.32	14.976	-0.001	-0.005	-0.003
Si	2.717	2.713	14.983	0.001	0.002	0.002
Si	0.016	5.438	14.95	0.01	-0.002	-0.005
Si	2.726	8.171	14.97	0.01	-0.002	0.003
Si	0.019	10.877	14.972	-0.009	-0.002	0.001
Si	2.73	13.598	14.987	-0.002	0.008	0.002
Si	5.431	16.313	14.971	-0.004	0	-0.004
Si	8.149	2.715	14.958	0.005	-0.005	-0.003
Si	5.422	5.444	14.954	-0.01	0.011	-0.002
Si	8.145	8.156	14.954	-0.007	0.004	0.003
Si	5.422	10.89	14.962	0.012	0.002	-0.005
Si	8.133	13.604	14.951	0	-0.007	-0.001
Si	10.888	16.313	14.924	-0.001	0.001	-0.003
Si	13.608	2.717	14.942	-0.002	-0.001	0
Si	10.882	5.429	14.94	0.003	-0.004	-0.004
Si	13.614	8.154	14.945	-0.005	0.001	-0.006
Si	10.876	10.89	14.937	0.003	-0.001	-0.002
Si	13.615	13.606	14.966	-0.002	-0.007	0
O	2.894	16.422	22.112	0.123	-0.026	0.19
O	13.237	9.56	26.208	-0.244	0.453	0.293
O	12.675	10.086	31.759	0.579	-0.414	-0.006
O	2.725	5.39	22.279	0.063	0.069	0.206
O	-1.366	12.817	22.926	0.305	0.332	0.188
O	8.23	10.867	22.194	0.041	-0.042	0.239
O	13.298	9.38	29.297	0.495	0.296	-0.216
O	4.856	9.244	27.195	0.383	-0.469	0.058
O	0.064	16.989	32.869	0.073	-0.093	-0.225
O	9.934	17.763	23.112	0.3	0.15	0.095
O	6.697	12.773	24.817	0.128	-0.223	0.094
O	4.544	18.25	23.091	-0.214	0.112	0.492
O	2.304	15.583	25.591	0.028	0.236	0.357
O	6.228	14.556	22.983	-0.009	0.142	0.257
O	12.183	7.68	27.611	-0.578	-0.514	0.177
O	12.883	15.168	32.183	0.523	-0.218	0.1
O	8.225	5.442	22.136	-0.008	-0.055	0.504
O	3.502	18.69	32.047	-0.343	-0.475	-0.414
O	9.335	7.736	31.811	-0.308	0.223	-0.116
O	13.565	16.296	22.183	-0.104	0.007	0.143
O	9.577	18.586	31.779	0.132	-0.313	-0.478
O	4.614	12.469	23.186	-0.076	0.067	0.5
O	7.771	4.066	32.079	0.102	-0.216	0.026
O	10.364	6.884	22.811	0.166	-0.28	0.228
O	3.762	13.502	31.94	0.061	-0.113	-0.237
O	10.957	2.669	25.132	-0.025	-0.038	0.305
O	6.74	6.794	27.546	0.005	0.509	0.143
O	11.011	6.045	32.855	-0.022	0	-0.359
O	6.131	6.074	32.218	-0.01	0.575	-0.077
O	13.527	10.868	21.958	0.127	-0.088	0.49
O	8.927	13.185	31.963	-0.112	0.443	-0.149
O	13.448	17.865	25.809	0.006	-0.182	-0.262
O	13.526	5.514	22.128	0.077	-0.139	0.571
O	13.406	15.294	25.532	-0.119	-0.401	-0.238
O	8.814	17.525	25.53	-0.019	-0.683	0.299
O	11.787	4.914	28.775	0.376	0.343	-0.141
O	0.302	11.139	33.006	-0.042	-0.19	-0.455
O	-1.992	15.113	29.994	0.536	0.401	0.213
O	9.57	4.296	30.13	0.38	-0.155	0.023
O	4.141	11.591	28.061	0.043	0.426	0.312
O	2.777	10.432	26.112	-0.496	-0.07	-0.254
O	7.089	15.739	31.678	0.238	0.145	-0.048
O	-1.407	5.044	31.234	0.582	0.038	0.302
O	-1.5	7.814	27.811	-0.134	-0.013	-0.631
O	13.171	4.028	24.846	0.142	0.347	-0.226
O	12.628	4.13	32.097	-0.141	-0.084	-0.098
O	4.62	7.097	22.996	0.133	0.077	0.447
O	0.218	6.165	33.081	0.155	0.165	-0.337
O	4.384	9.162	24.573	-0.017	0.319	-0.158
O	8.102	16.24	22.174	-0.102	-0.21	0.207
O	9.499	8.873	24.189	-0.471	-0.058	-0.406
O	6.737	4.473	28.745	0.129	0.22	0.049
O	2.73	3.207	29.715	-0.413	0.276	-0.498
O	5.387	17.115	32.925	-0.124	0.102	-0.472
O	3.147	17.083	28.802	-0.52	-0.143	0.265
O	1.653	4.26	31.953	-0.406	0.045	-0.426
O	1.48	12.706	31.035	0.265	-0.425	0.132
O	-1.286	13.35	25.473	0.493	-0.36	0.152
O	10.317	12.352	23.008	0.061	-0.076	0.433
O	10.577	9.536	26.475	-0.106	0.147	0.577
O	13.732	3.651	27.317	0.159	0.311	0.217
O	7.65	18.759	30.018	-0.162	-0.571	0.173
O	8.305	8.871	29.708	-0.177	-0.193	-0.568
O	11.707	14.559	22.969	-0.335	0.299	0.118
O	10.69	5.128	25.2	-0.001	0.56	-0.082
O	11.075	13.032	27.641	-0.092	-0.291	-0.392
O	1.038	6.863	24.625	-0.059	-0.412	-0.384
O	10.846	9.14	30.155	0.022	-0.086	-0.329
O	5.449	11.674	32.775	0.126	0.126	-0.238
O	6.484	9.032	23.026	0.215	0.011	0.288
O	2.714	10.84	22.284	0.09	0.116	0.259
O	9.999	16.716	29.173	-0.251	0.29	0.3
O	2.771	14.563	29.669	-0.337	-0.194	-0.311
O	9.949	6.778	29.409	0.183	0.009	-0.08
O	4.502	3.823	24.994	-0.241	0.341	-0.013
O	8.57	10.984	25.286	0.213	0.271	-0.498
O	1.119	15.103	23.291	-0.262	-0.331	0.162
O	-1.501	7.616	31.934	-0.498	0.453	-0.135
O	11.063	16.936	32.958	-0.054	-0.035	-0.159
O	12.684	12.552	24.337	-0.123	-0.525	0.075
O	3.984	7.43	31.703	-0.02	0.148	-0.664
O	12.363	16.794	30.159	0.242	0.33	0.299
O	5.179	18.7	29.044	0.002	-0.168	0.241
O	-1.099	12.714	31.652	-0.347	0.108	-0.217
O	7.133	9.986	31.764	0.41	-0.513	-0.002
O	-0.753	3.042	25.31	0.292	0.078	0.263
O	13.617	3.276	29.823	0.225	-0.307	-0.212
O	2.468	5.119	25.948	-0.444	-0.178	-0.064
O	-0.231	10.914	29.859	-0.458	-0.516	0.361
O	0.8	8.931	28.461	0.418	0.089	0.318
O	-1.568	10.941	24.687	0.435	-0.163	-0.519
O	8.334	3.783	25.545	-0.122	0.343	-0.41
O	6.199	7.35	25.038	-0.236	-0.548	-0.069
O	11.882	14.175	29.955	-0.348	0.14	0.108
O	8.023	8.758	26.423	-0.325	0.083	0.245
O	11.747	9.151	22.841	0.2	0.015	0.431
O	2.424	9.129	32.855	-0.147	0.113	-0.468
O	10.881	11.604	32.826	0.189	0.064	-0.522
O	8.362	11.514	29.983	0.336	-0.129	-0.42
O	13.539	6.807	29.812	-0.622	-0.374	-0.121
O	6.426	18.374	24.93	-0.022	-0.697	0.094
O	0.905	9.071	23.16	-0.083	0.165	0.31
O	7.532	15.863	29.04	-0.153	0.509	-0.414
O	5.095	15.645	29.868	0.034	0.162	0.179
O	9.272	14.057	29.559	0.544	-0.066	-0.111
O	6.498	11.298	26.953	0.164	-0.035	-0.064
O	0.787	6.583	27.277	0.06	-0.359	0.082
O	4.096	15.055	27.459	0.547	-0.007	-0.296
O	11.731	7.726	24.988	0.259	-0.4	0.095
O	10.468	13.718	25.193	0.117	0.24	-0.008
O	-0.675	8.663	25.293	0.197	-0.305	0.191
O	13.613	13.087	28.399	0.29	-0.141	-0.433
O	-1.595	18.835	32.031	-0.265	-0.068	-0.396
O	11.603	18.704	28.436	-0.541	0.208	-0.31
O	2.716	13.083	26.378	-0.189	-0.101	0.034
O	7.258	18.551	27.414	-0.048	-0.547	0.231
O	-0.834	10.541	27.208	-0.082	0.159	-0.036
O	9.53	15.175	27.226	0.117	0.541	-0.423
O	12.146	16.338	27.572	0.296	-0.385	0.074
O	6.835	13.62	30.295	-0.312	-0.207	0.007
O	-1.067	18.148	23.039	-0.229	0.321	0.064
O	-1.175	15.059	27.507	0.32	0.506	0.378
O	1.491	11.48	28.075	0.06	0.188	0.08
O	2.919	7.737	26.251	0.226	-0.187	0.051
O	-0.127	6.808	29.771	0.449	-0.321	0.225
O	8.493	12.957	26.831	-0.279	-0.008	0.546
O	4.575	14.363	24.997	-0.108	0.504	0.169
O	11.496	3.996	22.89	-0.299	-0.271	0.011
O	-1.045	7.286	23.056	-0.318	0.114	0.097
O	0.853	3.665	23.202	0.242	-0.027	0.335
O	4.668	5.182	27.325	-0.05	0.204	0.11
O	11.849	11.543	29.668	-0.45	0.057	0.292
O	11.213	16.491	25.09	-0.131	-0.38	-0.026
O	-0.215	13.416	29.246	0.537	0.201	-0.223
O	5.265	6.444	29.647	0.104	0.407	-0.169
O	1.77	15.219	31.956	0.207	0.218	-0.41
O	6.306	3.889	23.07	0.134	0.22	0.308
O	1.168	17.657	24.345	0.567	0.132	-0.013
O	6.097	10.259	29.331	-0.482	-0.301	0.341
O	-0.348	15.844	25.253	-0.139	0.381	0.229
O	8.514	6.37	25.612	-0.052	0.098	-0.175
O	3.358	2.908	27.189	-0.299	-0.437	-0.343
O	4.115	4.787	31.3	0.256	-0.1	0.136
O	9.49	4.926	27.582	-0.223	-0.057	0.117

Results
total energy: -101657.321 eV
total energy less fixed offsets of O -438.35, Si -107.03 eV per atom: -4.121 eV
